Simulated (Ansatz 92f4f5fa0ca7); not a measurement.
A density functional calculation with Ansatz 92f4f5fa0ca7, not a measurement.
Periodic cell of 213 atoms, Si132O79H1N1, from a study of silicon, its oxide and their interface. The atomic structure is a simulated model.
Doubt: the cutoff is far below the 930 eV that the study's wrapper takes by default for these files, so forces and energies are approximate.
This geometry differs little from another in the collection (a relaxation step or a small displacement).

Settings: functional PBE; potential files Ansatz PAW; basis plane waves; wave-function cutoff 580 eV; density cutoff ratio 5; exchange-correlation grid ratio 1; k mesh 1 x 1 x 1, Gamma-centred; self-consistency stop 5e-08 eV per atom in the density residual; occupations fixed; spin none; net charge 0.

Cell vectors (angstrom)
a	10.938	0	0
b	0	10.938	0
c	0	0	31.7412

Atoms: element, x, y, z (angstrom)
Si	-0.3889	0.3552	24.3459
Si	6.1811	-0.564	24.328
Si	2.1379	3.3131	24.4035
Si	8.6205	2.091	24.3095
Si	0.4876	5.0885	24.256
Si	4.7517	6.1124	24.3223
Si	3.0416	7.9276	24.4668
Si	7.77	8.5334	24.3083
Si	1.2828	1.4558	25.6187
Si	6.9287	1.2415	25.7079
Si	4.0349	4.1754	25.5351
Si	9.5593	4.0572	25.3906
Si	1.3727	6.7932	25.6594
Si	6.7065	6.8412	25.5377
Si	4.2125	9.6346	25.5494
Si	9.526	9.5424	25.5681
Si	2.7405	0.0397	26.8931
Si	8.2599	-0.075	27.0596
Si	-0.0713	2.7942	26.9779
Si	5.464	2.7418	26.8859
Si	2.7406	5.4587	27.0277
Si	8.1766	5.4466	26.8352
Si	-0.0154	8.2003	26.9306
Si	5.4628	8.2283	26.9934
Si	4.1018	1.3673	28.3229
Si	9.5708	1.3673	28.3229
Si	1.3673	4.1018	28.3229
Si	6.8362	4.1018	28.3229
Si	4.1018	6.8362	28.3229
Si	9.5708	6.8362	28.3229
Si	1.3673	9.5708	28.3229
Si	6.8362	9.5708	28.3229
Si	0	0	29.6902
Si	5.469	0	29.6902
Si	2.7345	2.7345	29.6902
Si	8.2035	2.7345	29.6902
Si	0	5.469	29.6902
Si	5.469	5.469	29.6902
Si	2.7345	8.2035	29.6902
Si	8.2035	8.2035	29.6902
Si	1.3673	1.3673	31.0574
Si	6.8362	1.3673	31.0574
Si	4.1018	4.1018	31.0574
Si	9.5708	4.1018	31.0574
Si	1.3673	6.8362	31.0574
Si	6.8362	6.8362	31.0574
Si	4.1018	9.5708	31.0574
Si	9.5708	9.5708	31.0574
Si	2.7345	0	0.6835
Si	8.2035	0	0.6835
Si	0	2.7345	0.6835
Si	5.469	2.7345	0.6835
Si	2.7345	5.469	0.6835
Si	8.2035	5.469	0.6835
Si	0	8.2035	0.6835
Si	5.469	8.2035	0.6835
Si	4.1018	1.3673	2.0507
Si	9.5708	1.3673	2.0507
Si	1.3673	4.1018	2.0507
Si	6.8362	4.1018	2.0507
Si	4.1018	6.8362	2.0507
Si	9.5708	6.8362	2.0507
Si	1.3673	9.5708	2.0507
Si	6.8362	9.5708	2.0507
Si	0	0	3.418
Si	5.469	0	3.418
Si	2.7345	2.7345	3.418
Si	8.2035	2.7345	3.418
Si	0	5.469	3.418
Si	5.469	5.469	3.418
Si	2.7345	8.2035	3.418
Si	8.2035	8.2035	3.418
Si	1.3964	1.3365	4.7373
Si	6.7893	1.3881	4.8661
Si	4.1399	4.081	4.7714
Si	9.5574	4.1016	4.7853
Si	1.3921	6.8583	4.8499
Si	6.8164	6.8552	4.7018
Si	4.0848	9.6102	4.901
Si	9.6398	9.5041	4.69
Si	2.6513	0.0699	6.3237
Si	8.2758	-0.0853	5.9876
Si	0.0528	2.7307	6.0525
Si	5.3834	2.7657	6.3439
Si	2.8426	5.4963	6.145
Si	8.137	5.4875	6.0675
Si	-0.0017	8.2279	6.2304
Si	5.5574	8.1998	6.1651
Si	3.4385	1.9711	7.5739
Si	10.0071	0.9241	7.1813
Si	1.7664	3.774	7.2969
Si	6.3388	4.6946	7.3826
Si	4.6585	6.4122	7.4081
Si	9.261	7.0363	7.4011
Si	0.7379	10.122	7.5088
Si	7.5118	9.0206	7.2617
O	0.7648	9.8326	9.1748
O	1.1887	4.5064	8.676
O	5.3531	-1.5078	10.6357
O	7.1019	9.8273	8.6584
O	3.5309	1.6293	9.207
O	4.6689	6.6725	9.0979
N	6.6084	4.8073	9.1383
O	9.8824	6.0909	8.6699
O	2.44	2.9232	22.8012
O	6.3001	10.8522	22.6986
O	7.6781	2.272	22.9165
O	0.3666	5.6102	22.6798
O	2.3195	8.6278	23.1108
O	8.1812	8.0347	22.7719
O	4.8889	5.7992	22.7116
O	11.3102	10.5803	23.0154
Si	0.3467	3.6349	14.975
Si	6.9176	11.2117	14.0649
Si	3.8887	2.0485	10.747
Si	3.3889	1.7097	22.2824
Si	1.8786	10.1001	22.5617
Si	4.8666	10.1937	11.9937
Si	13.3491	11.1992	19.8633
Si	6.3658	13.4495	17.0319
Si	9.6884	3.4118	19.7175
Si	2.7426	17.5655	19.4079
Si	-1.4839	13.2961	16.9497
Si	1.6015	8.6121	15.6207
Si	1.1183	6.2452	12.1773
Si	10.4154	11.5721	19.0812
Si	9.5701	6.0314	13.9839
Si	5.438	14.1141	14.3578
Si	11.0181	5.8589	21.0884
Si	6.3947	12.4266	22.2408
Si	-0.9295	2.0202	10.0594
Si	5.3562	5.733	21.1668
Si	6.0482	6.262	9.9317
Si	7.0042	15.991	12.4654
Si	2.5312	14.478	12.9593
Si	11.578	10.6134	10.6179
Si	8.8883	10.909	11.8695
Si	13.2009	9.0252	12.5918
Si	6.701	3.2505	20.0145
Si	8.581	9.2309	18.8382
Si	8.1429	7.409	21.2616
Si	6.5725	3.4207	10.1717
Si	6.8649	-1.7823	10.1138
Si	6.3085	10.4578	17.0357
Si	-0.1269	5.0136	9.4919
Si	-0.9339	7.5358	16.6116
Si	1.4837	5.857	16.8071
Si	3.5788	9.3522	17.817
O	8.4373	11.163	13.4239
O	7.8908	-1.078	11.1387
O	10.3293	10.19	11.5927
O	2.4252	5.6261	18.1298
O	9.6006	6.6932	20.9692
O	4.9261	2.1038	22.6755
O	9.7274	3.5232	18.0771
O	-4.0006	10.473	15.5218
O	3.0803	8.0745	18.7099
O	0.5246	12.2295	10.2817
O	6.802	17.4253	21.0558
O	6.2337	1.7689	14.046
O	1.395	6.5955	20.3864
O	3.4976	10.6412	18.8073
O	9.2052	17.878	15.3019
O	7.0931	-3.3953	9.8863
O	14.0583	12.4326	20.6823
O	13.5727	13.7008	11.527
O	-0.9242	3.6385	9.9429
O	6.0444	-0.6436	13.0795
O	10.8752	17.6032	13.2342
O	4.1074	6.2494	20.2328
O	-3.0336	13.364	16.443
O	2.0694	7.0348	15.805
O	5.9505	5.9479	11.5505
O	4.3298	0.7337	11.5952
O	6.5659	1.7268	20.6281
O	8.2736	16.88	12.9948
O	1.0992	11.6426	19.0172
O	-0.0142	17.2856	17.2778
O	7.4857	3.8243	11.4871
O	5.4239	14.2662	15.9851
O	2.9738	11.2417	23.0566
O	10.7985	4.4051	20.3604
O	8.9948	8.0786	17.7534
O	7.9189	8.5699	20.154
O	12.8684	18.55	11.8673
O	6.3636	3.305	18.4365
O	1.3559	15.4085	15.963
O	2.1902	16.0709	12.7286
O	7.4722	10.1749	18.1285
O	5.6176	4.1824	20.7696
O	2.5931	9.5369	16.5248
O	-5.201	11.9663	17.2799
O	9.3738	1.4225	8.6601
O	10.998	8.7546	16.1546
O	10.5266	13.3737	15.7462
O	3.9078	14.1926	13.797
O	-0.9788	1.8336	20.1172
O	6.8624	2.0565	9.3456
O	9.7612	11.8533	17.6209
O	-1.081	10.0857	19.4317
O	1.2487	13.8943	13.7978
O	12.8778	10.0481	20.9335
O	10.0403	15.4723	14.4175
O	1.6044	9.1119	14.0756
O	0.3844	5.7392	10.8342
O	8.2094	3.8287	20.2599
O	3.8508	9.2031	12.7715
O	-5.819	9.343	17.2467
O	5.0612	3.1729	10.7579
O	1.8961	10.2457	11.5638
O	6.2502	4.4549	13.7679
O	8.9961	1.4785	11.2198
H	7.7329	1.7905	8.9735

Results
free energy: -129242.520 eV
free energy less fixed offsets of H -15.97, N -385.13, O -568.88, Si -635.61 eV per atom: 0.620 eV

Forces (eV/angstrom), in the order of the atoms: element, x, y, z
Si	-0.0032	0.0059	0.0089
Si	-0.0034	0.0029	0.0011
Si	0.0106	-0.0124	0.005
Si	0.0027	-0.0097	0.0048
Si	-0.0018	0.0017	0.0184
Si	0.0041	-0.0028	0.0106
Si	0.0047	0.0015	0.0169
Si	-0.0019	-0.0044	0.0114
Si	-0.0024	0.0078	0.0072
Si	0.008	-0.0054	-0.0021
Si	-0.0155	0.0076	-0.0081
Si	0.0071	-0.0057	0.0043
Si	0.001	-0.0019	0.0036
Si	-0.004	0.0122	-0.0057
Si	0.0096	-0.0088	0.007
Si	0.0034	0.0013	0.0034
Si	-0.011	-0.0016	0.0036
Si	-0.0024	-0.0088	0.007
Si	0.003	0.0037	-0.0052
Si	0.0044	0.0012	0.0062
Si	-0.0031	0.0031	0.0057
Si	-0.0007	0.0035	0.0039
Si	0	0.0051	0.0007
Si	0.0011	0.0044	0.0036
Si	-0.0228	0.1747	-0.3873
Si	0.0719	0.1373	0.4739
Si	-0.2484	-0.0167	0.3797
Si	0.0496	-0.0426	-0.5726
Si	0.0362	0.1699	0.3869
Si	-0.2816	-0.2164	-0.5454
Si	0.1428	0.0907	-0.4784
Si	-0.0077	-0.2905	0.7012
Si	0.072	0.1793	0.0167
Si	0.1026	-0.0438	-0.009
Si	-0.0958	-0.0152	0.0062
Si	-0.0158	-0.1363	0.0121
Si	0.0633	-0.0755	0.0099
Si	-0.0025	0.1015	-0.004
Si	0.0567	-0.0504	0.0205
Si	-0.1829	-0.039	0.049
Si	0.0653	-0.0851	0.025
Si	-0.0382	0.0691	-0.0213
Si	0.0132	-0.0052	-0.0082
Si	-0.0484	0.054	-0.0347
Si	-0.0762	0.0491	-0.019
Si	0.096	-0.0366	0.0284
Si	-0.0522	0.0687	-0.0283
Si	0.0249	-0.0642	-0.0165
Si	0.0341	-0.0452	0.023
Si	-0.0535	0.0447	-0.0156
Si	-0.0255	0.0389	0.0027
Si	0.0362	-0.0563	0.0296
Si	-0.0286	0.0479	-0.0081
Si	0.0347	-0.0735	0.024
Si	0.0589	-0.0259	0.0394
Si	-0.023	0.0084	-0.0009
Si	-0.0215	0.0484	-0.0482
Si	-0.0373	-0.1098	0.034
Si	0.035	-0.0139	0.0278
Si	-0.0264	0.064	-0.0506
Si	0.0211	-0.0606	0.0253
Si	-0.0753	0.0323	-0.0733
Si	0.019	0.138	-0.0686
Si	0.1169	-0.0212	0.0255
Si	0.3428	-0.1509	-0.6009
Si	-0.2436	0.1614	0.5809
Si	0.2245	-0.0333	-0.2364
Si	-0.3159	-0.1112	0.337
Si	0.1034	0.2162	0.3776
Si	-0.0051	-0.215	-0.4707
Si	0.0867	0.2726	0.5689
Si	0.0684	-0.1235	-0.7049
Si	0.0022	-0.0009	-0.0033
Si	-0.0021	-0.0104	-0.0004
Si	-0.0011	0.0008	0.0023
Si	0.0021	0.005	0.002
Si	-0.0032	-0.0047	0.0043
Si	-0.0005	-0.005	-0.0094
Si	0.001	0.0042	-0.0069
Si	0.0002	0.0019	0.0006
Si	-0.0105	0.0008	0.0054
Si	0.0143	0.0043	0.0005
Si	0.002	0.0022	-0.0023
Si	-0.0042	0.0194	0.0046
Si	0.0019	-0.0063	-0.0031
Si	-0.0154	-0.0093	0.0081
Si	0.0016	-0.0009	0.0001
Si	0.0192	-0.0014	0.0163
Si	0.0096	-0.0059	0.0024
Si	-0.0149	-0.003	-0.0107
Si	-0.0083	0.0072	-0.0079
Si	0.0125	-0.0092	0.0022
Si	-0.0049	0.0061	0.0032
Si	-0.0021	0.0068	-0.0026
Si	0.007	-0.0043	-0.0053
Si	-0.0246	-0.0064	0.0123
O	0.0019	-0.003	0.0095
O	-0.0015	0.0013	0.0016
O	0.0146	0.0008	0.0018
O	0.0091	-0.0077	0.0009
O	-0.0028	-0.0031	-0.0045
O	-0.0026	0.0005	-0.0065
N	-0.0005	0.0089	-0.0239
O	-0.0021	0.0063	-0.0057
O	-0.0052	0.0085	0.0067
O	0.0005	0.0012	-0.0012
O	0.0026	0.0009	0.0051
O	-0.0031	0.0039	-0.0081
O	-0.0067	-0.0062	-0.014
O	-0.0007	-0.0034	-0.016
O	-0.002	-0.0014	0.0033
O	-0.0079	-0.0023	-0.0027
Si	-0.0028	-0.0002	0.0031
Si	-0.0014	0.0016	0.0001
Si	-0.0014	0.0042	0.0086
Si	0.0067	-0.0109	-0.0065
Si	0.0097	0.0086	-0.007
Si	0.0022	-0.0071	0.0031
Si	0.001	-0.0002	0.0062
Si	-0.0005	-0.0023	0.0007
Si	0.0026	0.0013	0.0008
Si	-0.0027	0.0028	-0.0007
Si	-0.0006	-0.0015	0.0019
Si	-0.0015	-0.0006	0.0084
Si	-0.0065	-0.0042	-0.0079
Si	-0.0014	-0.0003	-0.0003
Si	-0.0039	-0.0015	0.002
Si	0.0001	0.001	-0.0017
Si	0.0059	-0.0044	-0.0106
Si	-0.0086	0.0051	-0.0059
Si	-0.0062	0.0042	0.0022
Si	0.0017	0.0029	-0.0034
Si	0.0052	-0.007	0.02
Si	-0.0015	0.0019	0.001
Si	0	-0.0012	-0.0007
Si	-0.0025	-0.0027	0.0096
Si	-0.0064	0.0017	-0.0035
Si	0.0013	-0.0067	0.0002
Si	-0.0028	-0.0088	0.0029
Si	-0.0009	-0.0006	0.001
Si	-0.0086	0.0141	-0.0044
Si	-0.0044	-0.0072	0.0042
Si	-0.0092	0.0151	-0.0035
Si	-0.0008	0.0017	0.0027
Si	0.0067	-0.0023	0.0284
Si	0.0033	0.0004	0.0014
Si	-0.0023	-0.0004	0.0006
Si	-0.0005	0.0011	0.0001
O	0.0025	-0.0031	-0.0007
O	-0.0017	-0.002	0.005
O	0.0046	0.0044	-0.0016
O	0.0003	0.001	0.0016
O	-0.004	0.0072	0.0086
O	-0.0021	-0.0023	0.0066
O	-0.0001	0.0004	0.0077
O	-0.0012	0.0011	-0.003
O	-0.0016	-0.0023	0.0016
O	0.0032	-0.001	0.002
O	0.0091	0.0068	0.0051
O	0.0005	-0.0034	0.0023
O	-0.0042	-0.0014	0.0044
O	-0.0024	0.0018	0.003
O	0.0021	0.0016	0.0036
O	0.0022	-0.0013	-0.0048
O	-0.003	-0.0008	0.0016
O	0.0046	-0.0046	-0.0005
O	0.0006	-0.0024	-0.002
O	-0.0051	-0.001	-0.0013
O	0.0046	0.0005	0.0006
O	-0.0029	0.0022	-0.0017
O	-0.0032	0.001	0.003
O	-0.001	0.0025	0.0024
O	0.0014	-0.0025	-0.0035
O	-0.0016	0.0009	0.0008
O	0.0026	0.0025	0.002
O	0.0001	-0.0011	0.0025
O	0.0002	-0.001	0.0059
O	0.0008	0	0.0001
O	0.0002	0.0015	-0.0029
O	0.001	0.0003	0.0029
O	-0.0025	0.0005	0.0068
O	-0.0049	-0.0003	0.003
O	0.0002	0.0045	0.0018
O	0.0014	-0.0229	0.0154
O	0.0015	0.0052	0.0073
O	-0.0009	0	0.0004
O	-0.0008	-0.0008	-0.0006
O	-0.0009	0.0012	0.0031
O	0.0022	-0.002	0.001
O	0.0004	0.0032	0.0002
O	-0.006	-0.0041	-0.0035
O	0.0006	0.0021	-0.0002
O	0.003	0.0028	-0.0005
O	0.0007	-0.0016	-0.0015
O	0.0007	0.0018	0.0016
O	-0.0027	-0.0001	0.0023
O	-0.0012	0.0041	0.0028
O	0.0126	-0.005	-0.0082
O	0.0009	0.0005	0.0032
O	-0.0031	-0.0058	0.0003
O	0.0008	-0.0002	0.0035
O	-0.0007	0.0002	0.0021
O	0.0013	-0.0008	0.0031
O	0.0056	-0.0016	0.0007
O	-0.0012	-0.004	-0.0048
O	0.0008	0.001	0.0015
O	0.0034	0.0049	-0.0034
O	-0.0016	0.0002	0.0037
O	-0.0041	-0.0005	0.0047
O	-0.0106	0.0014	-0.0061
O	0.0019	-0.0009	0
O	0.0026	-0.0047	0.0027
H	-0.0106	0.0022	0.0079

The program warned: the cutoff lies below the one the program advises for these potential files; the forces do not sum to zero within the program's tolerance; the exchange-correlation potential is rough where the density is thin.
